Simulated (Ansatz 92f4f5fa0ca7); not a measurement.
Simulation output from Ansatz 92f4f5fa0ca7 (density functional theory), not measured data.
Periodic cell of 256 atoms, Si144O112, from a study of silicon, its oxide and their interface. The atomic structure is a simulated model.
This geometry differs little from another in the collection (a relaxation step or a small displacement).

Settings
functional: r2SCAN
potential files: Ansatz PAW
basis: plane waves
wave-function cutoff: 800 eV
density cutoff ratio: 5
exchange-correlation grid ratio: 1
k mesh: 1 x 1 x 1, shifted by 0.5 0.5 0 of a step
self-consistency stop: 1e-10 eV per atom in the density residual
occupations: fixed
spin: none
net charge: 0

Cell vectors (angstrom)
a  10.88  0  0
b  0  10.88  0
c  -1.9305  -5.236  35.9167

Atoms: element, x, y, z (angstrom)
Si  1.634  -1.6101  0.061
Si  4.3466  1.0439  0.2419
Si  1.0651  4.4162  -0.0627
Si  3.8429  -3.832  0.021
Si  -4.3198  -1.1657  0.1478
Si  -1.6568  1.7046  0.0268
Si  6.984  3.8871  0.2456
Si  -1.1972  -4.2692  0.1143
Si  2.7427  -0.0899  1.4721
Si  5.4286  2.6937  1.483
Si  2.6801  -5.4131  1.3103
Si  5.3899  -2.725  1.4258
Si  -2.6942  0.0221  1.3379
Si  0.0191  2.7569  1.2799
Si  8.1707  5.4554  1.4799
Si  0.0277  -2.7238  1.3715
Si  1.3491  1.3678  2.6686
Si  4.0309  4.1027  2.7044
Si  1.3598  -4.0887  2.7653
Si  4.0729  -1.4102  2.8615
Si  6.8249  1.3295  2.7962
Si  9.5665  4.0697  2.7688
Si  6.7759  6.8119  2.7566
Si  -1.3408  -1.3414  2.6903
Si  0.0046  0.0145  4.0575
Si  2.6965  2.7201  4.0544
Si  0.0118  5.4339  4.1277
Si  2.7027  -2.7583  4.1658
Si  5.4523  -0.0169  4.1484
Si  8.1845  2.7139  4.115
Si  5.4138  5.4351  4.08
Si  8.1647  -2.6983  4.0666
Si  1.3519  -1.42  10.8534
Si  4.1158  1.3367  10.8388
Si  1.3298  4.0961  10.8618
Si  4.0579  -4.0355  10.8772
Si  6.8015  -1.3131  10.9073
Si  -1.4125  1.3446  10.8969
Si  6.8282  4.0541  10.8316
Si  -1.3276  6.7977  10.8279
Si  2.7582  -0.0707  12.1336
Si  5.5056  2.6741  12.1842
Si  2.6569  5.5031  12.2044
Si  5.426  -2.6634  12.2381
Si  -2.7292  -0.0012  12.3481
Si  -0.0435  2.7197  12.1993
Si  8.1936  5.4408  12.1389
Si  0.0073  -2.7769  12.2531
Si  1.3376  1.2704  13.3951
Si  4.0825  4.1088  13.3647
Si  1.3564  -4.0886  13.7208
Si  4.0672  -1.35  13.6491
Si  -4.0779  1.3736  13.7411
Si  -1.3454  4.1267  13.5668
Si  6.8221  -4.0662  13.4625
Si  -1.3715  -1.4535  13.6427
Si  0.2925  -0.2874  14.7958
Si  2.8608  2.5581  14.5396
Si  -0.2672  -5.2418  15.0165
Si  2.5207  -2.477  15.0213
Si  5.0532  0.3279  14.977
Si  -3.0047  3.1605  14.8725
Si  5.5772  5.3047  14.6859
Si  -2.5563  -3.0622  14.9502
Si  -0.4254  3.2657  -4.8659
Si  4.2196  -3.1587  24.3605
Si  7.8379  -3.0243  -2.1075
Si  2.2576  -3.2848  -3.8174
Si  1.4207  -4.0048  -6.7536
Si  7.6137  -0.8929  -7.0141
Si  -0.2233  -1.7243  21.4697
Si  -2.358  2.1076  20.4097
Si  4.2994  2.7007  -6.9508
Si  -0.483  2.8327  -9.2491
Si  2.8495  -4.7403  -9.1216
Si  5.0844  0.9961  17.7866
Si  1.0146  -0.5499  -2.835
Si  -1.0955  0.0507  17.4355
Si  7.7302  2.2515  17.6178
Si  1.5523  4.7902  -3.0381
Si  4.2401  3.6642  -4.0731
Si  -2.6326  0.6077  -9.6999
Si  1.6101  -2.5212  -10.6408
Si  5.6938  -5.2664  -2.0894
Si  -1.4754  1.0349  -3.005
Si  0.2668  0.9765  20.0866
Si  1.2182  -4.1179  20.763
Si  2.3355  3.5281  23.8945
Si  1.7342  -4.5721  23.6094
Si  2.0655  -1.1432  -7.9614
Si  1.6296  4.2718  16.918
Si  1.2965  1.7007  -6.9344
Si  7.6642  -0.9671  -4.0426
Si  -1.1341  5.1057  -7.2764
Si  4.544  -1.3901  -3.952
Si  -0.8608  -3.0531  24.0744
Si  -1.3648  -2.1936  -10.6639
Si  5.7368  -2.3662  21.9182
Si  2.6228  2.3748  18.9965
Si  3.8742  -4.3636  17.053
Si  4.149  -4.2364  20.0503
Si  4.8359  4.1656  -9.6282
Si  6.7855  -0.4277  19.8957
Si  6.7515  3.4473  22.559
Si  4.6644  -0.3614  -6.7659
Si  4.0707  3.8601  21.2799
Si  -2.7013  -2.3768  17.8165
Si  5.5428  -3.8784  -9.844
Si  -2.6457  -3.4842  -8.3338
Si  3.5117  1.0441  -2.6085
Si  -1.4824  -3.9166  19.894
Si  7.9468  -4.5873  22.3328
Si  1.3423  -1.345  5.4537
Si  4.0627  1.3757  5.4385
Si  1.3695  4.0581  5.4556
Si  4.0865  6.7702  5.4811
Si  6.8194  -1.377  5.4719
Si  -1.3411  1.3464  5.4509
Si  6.79  4.0841  5.4354
Si  9.5063  6.8104  5.4424
Si  2.7099  0.0144  6.8083
Si  5.4275  2.7307  6.796
Si  2.7291  5.4071  6.811
Si  5.4505  -2.738  6.8169
Si  -2.7025  -0.007  6.8025
Si  0.0132  2.701  6.8086
Si  8.1397  5.4503  6.803
Si  -0.0191  -2.7085  6.8052
Si  1.3546  1.3558  8.1956
Si  4.081  4.0772  8.184
Si  1.3604  6.7853  8.119
Si  4.0828  -1.3592  8.1382
Si  6.7992  1.3563  8.1188
Si  -1.3653  4.0658  8.1252
Si  6.7973  -4.0774  8.1964
Si  -1.3664  -1.354  8.18
Si  -0.0139  -0.009  9.5542
Si  2.7237  2.7212  9.5417
Si  -0.0047  5.4305  9.4643
Si  2.7118  -2.7304  9.4682
Si  5.4608  -0.0034  9.4805
Si  8.1601  2.6976  9.4757
Si  5.4279  5.4432  9.5483
Si  8.156  -2.6971  9.5464
O  6.9952  0.9702  -10.6953
O  -1.4201  -4.1505  15.4266
O  3.9618  1.532  15.1533
O  5.2427  -0.0818  16.5675
O  -0.128  -5.3922  -0.3873
O  2.7535  -2.6973  -0.4787
O  -0.6771  -1.8615  23.0034
O  3.8339  -2.8417  -3.7376
O  2.7505  5.3797  17.2123
O  6.6688  4.2103  15.1697
O  7.5407  -2.6174  16.34
O  2.06  3.3079  15.7173
O  4.6793  -2.9413  20.8382
O  -1.4002  2.3456  -3.9522
O  5.5089  0.0122  -0.2791
O  4.4826  -4.4964  -1.3326
O  8.0607  2.7987  -0.3055
O  0.2666  2.0328  -8.1001
O  7.0662  -1.9166  -1.2085
O  7.9366  0.347  -3.1231
O  3.3184  4.7504  -9.8236
O  -1.8572  -4.2023  23.4875
O  -2.4132  2.9911  16.3953
O  4.5765  5.372  20.9622
O  0.6697  2.2599  -5.5456
O  6.323  4.5564  -1.0643
O  1.4761  -2.4938  -7.3093
O  1.4402  0.0867  -7.0931
O  -1.111  1.34  -1.4629
O  7.9534  2.7819  21.7381
O  1.4051  -1.333  15.4195
O  0.2617  5.0009  16.4425
O  -0.8003  4.3068  -8.6576
O  7.05  5.0269  22.7315
O  3.1704  -3.03  16.4321
O  1.8023  1.4474  20.0362
O  -1.7866  3.3899  24.6651
O  4.2765  2.1475  -3.4991
O  8.0096  0.5676  20.2822
O  4.6103  -4.1549  18.4924
O  1.7899  -1.3048  -9.559
O  2.7105  2.4549  -7.1597
O  2.7419  4.209  -3.9438
O  5.3769  3.0944  21.8141
O  -0.7467  2.1546  20.5129
O  -2.4994  -2.2801  -7.2803
O  0.7983  3.0135  24.0892
O  3.66  -0.9223  -7.8847
O  8.1053  -0.4783  -5.5279
O  2.2085  5.0323  24.4835
O  1.5873  4.058  -1.5818
O  1.1344  -2.5608  21.2043
O  6.8103  -4.1935  -2.5506
O  -1.3712  -2.408  20.5362
O  1.5382  3.3089  18.2206
O  1.9585  -3.9405  -5.2542
O  1.4425  -1.9068  -3.6027
O  -1.7972  1.9911  -9.6626
O  2.5526  -4.3232  19.9371
O  -0.4019  0.4886  16.0522
O  0.4749  2.9015  -10.5378
O  3.1341  -3.8083  23.3519
O  7.8621  0.2268  -8.1632
O  -1.336  -1.5387  17.538
O  0.5869  -3.7336  24.3888
O  5.2059  4.7396  -3.3555
O  6.7947  -3.2842  -9.0438
O  0.0217  -4.4895  19.7423
O  4.2201  -0.4074  -2.717
O  -0.0999  0.4777  18.6066
O  -0.3995  -0.093  -3.4525
O  7.2176  -1.6106  18.8697
O  4.0072  -0.6988  -5.3202
O  -1.2531  4.045  -6.0442
O  2.8779  3.6467  22.3664
O  4.9694  1.2232  -6.9025
O  3.619  3.2868  19.8587
O  1.6652  -3.9793  -9.9139
O  5.5632  0.3597  19.1907
O  4.1415  -3.747  -9.0341
O  3.5717  1.5847  -1.0909
O  1.9849  0.7436  -3.0677
O  4.6382  3.5412  -5.6224
O  -2.443  -2.2593  -3.4123
O  4.9409  3.6  -8.1241
O  -0.0505  -4.6461  -6.8602
O  5.1258  -2.2121  23.4114
O  -1.7985  -0.6778  -10.2477
O  0.9651  -0.8924  -1.2471
O  -1.8255  -3.642  -1.2535
O  3.3886  2.5855  24.6901
O  6.1376  -1.4867  -4.0557
O  -2.2764  -3.7891  18.5013
O  6.999  -3.3313  22.0789
O  -2.4843  -4.9211  -7.6044
O  -2.5602  0.7342  17.5546
O  4.9949  -4.8582  16.0172
O  1.1465  -4.979  22.1414
O  5.2385  2.9544  -10.5734
O  6.0304  -1.1721  -6.9665
O  0.2239  4.3939  -3.8871
O  8.0718  2.8971  19.0605
O  1.781  -4.4819  -2.8159
O  0.0769  -0.1939  21.1662
O  -2.2159  -4.9161  20.9241
O  -1.4832  -3.2388  -9.4362
O  2.3745  -5.0037  -7.606
O  6.6356  2.8928  24.0687
O  5.8225  5.4058  -9.9955
O  6.2542  -0.9692  21.3215
O  6.1188  2.2117  17.4321
O  3.5601  1.5196  17.9834

Results
free energy: -155993.057 eV
free energy less fixed offsets of O -570.45, Si -639.56 eV per atom: -6.017 eV

Forces (eV/angstrom), in the order of the atoms: element, x, y, z
Si  -0.0035  0.0131  -0.0616
Si  -0.0092  0.0016  -0.0579
Si  0.0063  -0.0052  -0.059
Si  0.0054  -0.0038  -0.0484
Si  0.0025  -0.0078  -0.0541
Si  0.0099  -0.0047  -0.0548
Si  -0.0053  0.0094  -0.0519
Si  -0.006  0.003  -0.0469
Si  -0.0006  -0.0015  0.0001
Si  0  0.0002  0.0002
Si  0.0011  0.0004  -0.0002
Si  -0.002  -0.0013  0.0008
Si  0  0.0012  0.0044
Si  -0.0007  0.0011  -0.0005
Si  0.0032  0.0015  -0.0002
Si  0.0024  0.0028  0.0042
Si  -0.0012  0.0001  -0.0007
Si  -0.0006  0.0009  0.0021
Si  0.0003  -0.0002  -0.0014
Si  0.0012  -0.0013  0.0002
Si  0.0019  -0.0003  0.0041
Si  0.003  -0.0013  -0.0009
Si  -0.0006  0.0009  -0.0009
Si  -0.0005  0.0007  0.0028
Si  -0.0001  -0.0005  -0.0001
Si  0.0005  0.0003  -0.0004
Si  0.0009  0.0014  0.003
Si  -0.0015  -0.0012  -0.0011
Si  0.003  0.0015  0.0015
Si  -0.0019  -0.0015  0.0022
Si  0.0007  -0.0001  -0.0028
Si  0.0006  0  -0.0015
Si  0.0017  -0.0008  0.0007
Si  -0.0007  -0.0021  -0.0006
Si  -0.0001  0.0015  0.0019
Si  -0.0012  -0.0013  0.0007
Si  -0.0014  -0.0009  -0.0026
Si  -0.0006  -0.0005  -0.0022
Si  0.0001  -0.0017  -0.0011
Si  0.0009  -0.0019  -0.0028
Si  0.0014  -0.0023  -0.0025
Si  0  -0.0017  0.0016
Si  -0.0032  0.0038  0.0028
Si  -0.0003  0.0033  -0.0011
Si  0.0003  -0.0009  -0.0019
Si  -0.0021  0.0011  0.0022
Si  0.0008  0  -0.0023
Si  0.0014  -0.0024  -0.0041
Si  0.0009  0.0007  -0.0066
Si  0.0007  -0.0021  -0.0015
Si  -0.0005  -0.0008  -0.0006
Si  0.0007  -0.0017  0
Si  -0.0023  0.0007  0.0004
Si  0.0008  -0.0008  -0.0025
Si  0.0006  0.0001  -0.0031
Si  0.0005  -0.0023  -0.0009
Si  -0.0116  0.0093  0.0555
Si  -0.008  0.0079  0.0463
Si  -0.0002  -0.0072  0.0483
Si  0.0087  -0.0057  0.0464
Si  0.0007  -0.003  0.0615
Si  0.0069  -0.0017  0.0612
Si  -0.0073  0.0074  0.0502
Si  -0.0103  0.0048  0.0603
Si  0.0057  0.0019  -0.0927
Si  -0.0054  -0.0024  0.0194
Si  -0.0025  0.01  -0.0909
Si  0.0018  -0.0112  -0.0869
Si  -0.009  0.0014  -0.0809
Si  -0.0029  -0.0112  -0.072
Si  0.0042  -0.0107  0.0558
Si  0.0107  0.0008  0.0817
Si  -0.0017  -0.0083  -0.0714
Si  -0.0035  0.0003  -0.0248
Si  0.0103  0.009  -0.0233
Si  -0.01  0.0168  0.1052
Si  0.0018  -0.0034  -0.0951
Si  -0.0033  -0.0028  0.1044
Si  -0.0062  -0.014  0.1024
Si  -0.0046  0.009  -0.1086
Si  -0.0041  -0.0114  -0.0918
Si  0.0055  0.0035  -0.0211
Si  -0.0036  -0.0007  0.0029
Si  -0.0011  -0.0071  -0.0909
Si  -0.0114  0  -0.1021
Si  -0.0056  -0.0078  0.0794
Si  -0.0036  0.0049  0.0652
Si  -0.0088  -0.0025  0.0354
Si  0.0082  0.0001  0.0323
Si  0.0018  -0.0034  -0.0354
Si  0.0179  -0.0059  0.0978
Si  0.0058  -0.0075  -0.063
Si  -0.0112  0.0154  -0.0935
Si  -0.0049  0.0148  -0.0529
Si  0.0026  0.0023  -0.0912
Si  0.0027  -0.0024  0.0249
Si  0.0069  0.0038  0.0049
Si  0.0039  -0.0116  0.0552
Si  0.0134  -0.0003  0.0962
Si  0.0038  -0.0131  0.1098
Si  0.0042  0.0023  0.1025
Si  0.0007  0.0109  -0.0263
Si  0.0059  -0.0029  0.0828
Si  -0.0071  0.0082  0.0483
Si  0.0072  0.004  -0.0666
Si  0.0039  0.0004  0.0754
Si  0.0037  -0.0016  0.1136
Si  -0.0022  -0.0022  -0.0024
Si  -0.0028  0.0003  -0.0356
Si  0.0085  -0.0048  -0.0996
Si  0.015  -0.0037  0.083
Si  -0.0072  0.0015  0.0465
Si  -0.0001  -0.0003  0.0009
Si  -0.0007  0.0006  -0.0004
Si  0.0004  0.0011  0.001
Si  -0.0012  0.0003  0.0009
Si  0.0016  0.0004  0.0021
Si  0.0003  -0.0011  0.0007
Si  -0.0006  -0.0001  -0.0009
Si  0.0009  -0.0001  -0.0004
Si  0  -0.0003  -0.0008
Si  -0.0001  -0.0001  -0.0006
Si  -0.0006  -0.0003  0
Si  0.0003  -0.0009  0.0007
Si  0  -0.0009  0.0009
Si  0.0003  -0.0002  -0.0006
Si  0.0001  -0.0004  -0.0007
Si  -0.0004  -0.0009  0.0002
Si  0.0005  -0.0009  -0.0004
Si  0.0012  -0.0016  0.0004
Si  0.0001  -0.0003  -0.0003
Si  -0.0007  -0.0001  0.0013
Si  0.0001  -0.0008  0.0003
Si  -0.0006  -0.001  0.0005
Si  0.0006  -0.0006  0.0007
Si  0.0011  -0.0009  -0.0002
Si  -0.0006  -0.0007  -0.0008
Si  -0.0009  0  -0.0007
Si  -0.0004  -0.0003  -0.0026
Si  0  -0.0015  -0.0021
Si  0  -0.0018  -0.0015
Si  0.0012  -0.0013  -0.0017
Si  0.0006  0.0014  0
Si  0.0009  -0.0004  0.0002
O  0.0006  0.0036  0.0005
O  0.0063  -0.0024  -0.0248
O  -0.004  0.0034  -0.0302
O  -0.0007  -0.0092  -0.073
O  -0.0069  0.006  0.0279
O  0.0009  -0.0011  0.0261
O  0.0016  0.0094  -0.0288
O  -0.001  -0.0021  0.0261
O  -0.0011  0.0012  -0.0412
O  -0.0008  0.0015  -0.0276
O  0.0021  -0.0144  -0.082
O  0.0114  -0.0179  -0.056
O  -0.0072  -0.0123  -0.0394
O  -0.0096  -0.0237  0.0497
O  0.0038  0  0.0234
O  -0.0159  0.0169  0.0503
O  -0.0057  0.0034  0.0211
O  0.015  -0.0029  0.0273
O  -0.0153  0.0191  0.0621
O  0.0123  0.0086  0.0354
O  -0.0008  0.0004  0.0129
O  -0.0085  -0.0024  -0.0182
O  0.0035  0.0127  -0.0774
O  -0.0039  0.0106  -0.0296
O  -0.0172  0.0136  0.0419
O  0.0175  -0.0181  0.0552
O  0.0011  -0.0093  0.0267
O  -0.0011  0.0135  0.021
O  -0.001  0.0129  0.087
O  0.0104  -0.0158  -0.0338
O  0.0019  -0.0016  -0.0227
O  -0.0145  0.0177  -0.056
O  -0.0009  0.0059  0.0192
O  0.0024  -0.0012  -0.0173
O  -0.0185  0.0209  -0.063
O  0.006  0.0086  -0.0307
O  -0.0019  -0.0005  -0.0003
O  -0.0098  -0.018  0.0442
O  -0.0069  -0.0007  -0.0306
O  -0.0049  -0.0017  -0.0845
O  -0.0004  0.004  0.0176
O  0.0062  0.0048  0.0214
O  -0.0064  0.0047  0.0333
O  -0.0064  0.001  -0.0199
O  0.0089  -0.0056  -0.0261
O  -0.0036  0.0177  0.0274
O  0.0027  0.0023  -0.0039
O  0.0124  0.0065  0.0243
O  0.0016  0.0025  0.0628
O  0  0.001  -0.0116
O  -0.0065  -0.0073  0.0867
O  -0.0005  -0.0017  -0.0233
O  -0.0013  -0.0014  0.0329
O  -0.0115  -0.008  -0.0386
O  -0.0087  0.0247  -0.0581
O  0.0134  0.0067  0.0665
O  -0.0093  0.0213  0.0434
O  0.0046  0.0015  0.0083
O  0.0205  0.0014  -0.0406
O  0.0202  -0.0037  -0.0756
O  0.0002  -0.0003  -0.0007
O  -0.0025  0.0015  -0.0115
O  -0.0061  -0.008  0.0293
O  0.0025  0.0038  -0.038
O  -0.0004  -0.0013  -0.0133
O  0.0204  0.0271  0.054
O  0.0072  0.0037  0.0101
O  -0.0099  -0.0017  -0.0329
O  -0.008  0.021  0.0472
O  -0.0185  -0.0143  -0.0674
O  0.007  0.0028  0.0283
O  0.0119  -0.0147  -0.0472
O  -0.0013  -0.0124  0.064
O  0.0083  -0.019  0.0448
O  0.0129  -0.0009  -0.0375
O  0.0015  -0.0013  0.0179
O  -0.0182  -0.0201  -0.0541
O  0.0009  0.0001  0.0117
O  -0.0149  0.0164  -0.0523
O  -0.0045  -0.0004  0.0066
O  0.0146  0.0038  0.0792
O  0.002  -0.0027  0.0225
O  0.0036  0.0127  0.0634
O  0.0004  -0.0215  0.0531
O  -0.0025  -0.0119  0.0318
O  0.0071  0.0022  0.0197
O  0.0061  0.0015  -0.0275
O  -0.001  0.0024  0.0038
O  0.0078  -0.0159  0.0811
O  0.02  -0.0133  0.0517
O  -0.0009  0.0048  -0.0065
O  0.0069  -0.002  0.0335
O  -0.0155  0.0146  -0.0596
O  -0.0057  0.0081  -0.0192
O  0.0068  -0.007  0.0179
O  0.0019  0.0048  -0.0405
O  0.025  -0.0146  -0.0649
O  -0.0024  0.0061  -0.0393
O  0.0015  0.0017  0.0004
O  -0.0043  0.0042  0.0234
O  0.0186  0.0142  0.0529
O  -0.0134  -0.0006  -0.0667
O  -0.0026  -0.0111  0.0459
O  -0.0006  0.0203  -0.0334
O  0.0127  0.0073  -0.0436
O  -0.0032  0.0003  0.0064
O  -0.0054  0.0052  0.0314
O  0.0003  0.002  -0.017
O  -0.0004  0.0022  0.0047
O  0.0073  0.0158  -0.0425
O  0.0003  0  -0.0381
O  0.0179  -0.0129  -0.0339

The program warned: the cutoff lies below the one the program advises for these potential files; the forces do not sum to zero within the program's tolerance; empty levels may hold ghost states of the PAW files; the exchange-correlation potential is rough where the density is thin.
